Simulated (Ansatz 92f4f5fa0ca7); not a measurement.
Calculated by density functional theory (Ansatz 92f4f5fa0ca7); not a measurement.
Periodic cell of 291 atoms, Si195O96, from a study of silicon, its oxide and their interface. The atomic structure is a simulated model.
Doubt: the cutoff is far below the 930 eV that the study's wrapper takes by default for these files, so forces and energies are approximate.
This geometry differs little from another in the collection (a relaxation step or a small displacement).

Settings
functional: PBE
potential files: Ansatz PAW
basis: plane waves
wave-function cutoff: 580 eV
density cutoff ratio: 5
exchange-correlation grid ratio: 1
k mesh: 1 x 1 x 1, Gamma-centred
self-consistency stop: 5e-08 eV per atom in the density residual
occupations: fixed
spin: none
net charge: 0

Cell vectors (angstrom)
a 11.6015 0 0
b 0 10.938 0
c 0 0 41.0414

Atoms and the computed forces on them: element, x, y, z (angstrom), force x, y, z (eV/angstrom)
Si 0 0 0.9665 0.0019 0.0229 -0.012
Si 3.8672 0 0.9665 0.006 0.0249 -0.0044
Si 7.7343 0 0.9665 -0.0037 0.0599 0.0109
Si 1.9336 1.3673 0.9665 0.0045 -0.0086 -0.007
Si 5.8008 1.3673 0.9665 -0.0086 -0.018 0.0098
Si 9.6679 1.3673 0.9665 0.0012 -0.0697 -0.0024
Si 0 5.469 0.9665 0.0009 0.0173 0.01
Si 3.8672 5.469 0.9665 -0.0059 0.0511 0.0045
Si 7.7343 5.469 0.9665 0.001 0.0513 -0.0119
Si 1.9336 6.8362 0.9665 0.0027 -0.0046 0.0015
Si 5.8008 6.8362 0.9665 -0.0039 -0.0479 -0.01
Si 9.6679 6.8362 0.9665 0.0043 -0.0594 0.01
Si 1.9336 2.7345 40.0743 -0.0052 0.0055 0.0021
Si 5.8008 2.7345 40.0743 0.0027 -0.0008 0.0086
Si 9.6679 2.7345 40.0743 -0.0051 0.0703 -0.0046
Si 0 4.1018 40.0743 -0.0076 0.0012 0.0116
Si 3.8672 4.1018 40.0743 0.0068 -0.0384 0.0119
Si 7.7343 4.1018 40.0743 -0.002 -0.0721 -0.019
Si 1.9336 8.2035 40.0743 -0.0002 -0.0067 0.0115
Si 5.8008 8.2035 40.0743 -0.0029 0.0575 0.0007
Si 9.6679 8.2035 40.0743 -0.0108 0.0382 0.0153
Si 0 9.5708 40.0743 -0.0001 -0.0426 -0.0138
Si 3.8672 9.5708 40.0743 -0.0091 -0.0194 0.0082
Si 7.7343 9.5708 40.0743 -0.0086 -0.0486 -0.009
Si 0 0 4.8337 -0.0127 0.0424 -0.1696
Si 3.8672 0 4.8337 0.0001 0.0516 -0.0011
Si 7.7343 0 4.8337 -0.0238 -0.0208 0.2334
Si 1.9336 1.3673 4.8337 0.0129 -0.0112 -0.1312
Si 5.8008 1.3673 4.8337 0.0667 0.0081 0.0014
Si 9.6679 1.3673 4.8337 0.0393 -0.0653 0.1423
Si 0 5.469 4.8337 -0.0399 0.0608 -0.0205
Si 3.8672 5.469 4.8337 0.0929 0.0774 0.0571
Si 7.7343 5.469 4.8337 0.0656 0.021 -0.1371
Si 1.9336 6.8362 4.8337 0.0063 -0.0755 -0.1252
Si 5.8008 6.8362 4.8337 -0.0044 0.0129 -0.0115
Si 9.6679 6.8362 4.8337 -0.0479 -0.055 0.1823
Si 1.9336 2.7345 2.9001 -0.0024 -0.0194 -0.0205
Si 5.8008 2.7345 2.9001 0.0092 0.022 -0.0076
Si 9.6679 2.7345 2.9001 -0.0049 0.0813 0.0165
Si 0 4.1018 2.9001 0.0106 -0.0243 0.0035
Si 3.8672 4.1018 2.9001 0.0055 -0.0589 0.0077
Si 7.7343 4.1018 2.9001 -0.0141 -0.0247 -0.0079
Si 1.9336 8.2035 2.9001 0.0025 -0.01 -0.0152
Si 5.8008 8.2035 2.9001 0.0208 0.0309 -0.002
Si 9.6679 8.2035 2.9001 0.0031 0.0878 0.0334
Si 0 9.5708 2.9001 0.0142 0.0104 -0.0248
Si 3.8672 9.5708 2.9001 0.0113 -0.0173 -0.0069
Si 7.7343 9.5708 2.9001 0.0049 -0.0754 0.0114
Si 0.2338 -0.4434 30.2495 -0.0019 -0.0174 -0.0284
Si 3.6463 -0.039 30.692 0.006 -0.021 -0.0018
Si 7.5533 0.2154 30.476 0.0078 0.0027 0.0076
Si 1.7725 1.3649 30.5126 0.0149 0.0124 0.0011
Si 5.5296 1.2936 30.7183 -0.0102 0.0207 0.0031
Si 9.4672 1.578 30.2916 -0.0242 -0.0084 -0.0093
Si -0.0311 6.1282 28.9408 -0.0099 0.0299 0.0359
Si 1.2319 5.908 30.913 0.001 -0.0006 -0.049
Si 7.1472 5.1563 30.0512 -0.0233 0.0096 0.0451
Si 3.4401 5.248 30.3153 -0.0272 -0.0022 0.1356
Si 5.8066 7.1278 30.2028 -0.0036 -0.0271 -0.0196
Si 9.4818 6.9629 29.4688 0.0328 -0.0274 0.0121
Si 1.926 2.72 32.447 0.006 -0.0063 -0.0008
Si 5.804 2.7457 32.5036 0.0021 -0.0017 0.0049
Si 9.7702 2.8841 32.237 0.017 0.0256 0.021
Si 0.162 4.27 32.3704 -0.0062 -0.013 -0.0026
Si 3.884 4.0789 32.3594 0.002 0.014 -0.103
Si 7.7049 4.0976 32.2007 -0.0104 -0.0027 -0.0275
Si 1.7639 7.8567 32.3458 0.0085 0.0258 0.0024
Si 5.8022 8.2696 32.2949 0.0181 0.0178 0.0108
Si 9.5665 8.3003 32.4189 0.0049 0.0322 -0.0228
Si 0.0114 9.4426 32.3533 -0.0033 -0.0153 0.0067
Si 3.6848 9.3169 32.3884 -0.0281 -0.0116 -0.0107
Si 7.6809 9.721 32.3867 0.0015 -0.0111 -0.0079
Si -0.0185 -0.0128 34.2296 -0.0094 0.0078 0.0067
Si 3.8125 -0.1167 34.2693 0.0006 0.0178 0.0007
Si 7.7448 0.0979 34.3121 -0.0181 0.0034 0.0076
Si 1.9277 1.3066 34.3157 0.0092 -0.0118 -0.0012
Si 5.7407 1.3086 34.3464 0.0124 -0.0021 -0.0057
Si 9.7006 1.4589 34.1963 0.0065 -0.0177 -0.0005
Si -0.0491 5.4737 34.371 0.0019 -0.0075 -0.0035
Si 3.841 5.4743 34.2706 -0.0155 -0.0018 0.0312
Si 7.7005 5.4614 34.1765 0.0078 -0.0006 0.0052
Si 1.8867 6.7779 34.3986 0.0064 0.0126 0.0022
Si 5.7824 6.8402 34.2053 -0.005 0.0046 -0.0019
Si 9.6172 6.8421 34.2857 -0.0028 0.0017 0.014
Si 1.9243 2.7283 36.2119 0.001 0.0031 0.0034
Si 5.7742 2.7305 36.2273 0 -0.0011 -0.002
Si 9.6502 2.7297 36.1983 0.0004 0.001 0.0002
Si -0.0263 4.0717 36.2447 -0.0055 -0.0017 0.0094
Si 3.8589 4.1008 36.2036 -0.0005 0.0123 0.0059
Si 7.713 4.1042 36.1544 -0.0038 0.0055 0.018
Si 1.9191 8.2258 36.2416 0.0008 -0.0032 0.0056
Si 5.8111 8.1922 36.1752 0.0036 0.0019 0.0119
Si 9.6506 8.2096 36.2152 0.0004 -0.0038 0.0117
Si -0.0234 9.5805 36.1945 -0.0008 -0.0005 -0.0031
Si 3.8702 9.544 36.2352 -0.0035 -0.0037 0.0047
Si 7.7388 9.5891 36.2006 0.0008 -0.0017 -0.007
Si 0 0 38.1407 -0.0377 0.0699 -0.0756
Si 3.8672 0 38.1407 0.0416 0.0603 0.0565
Si 7.7343 0 38.1407 -0.0159 0.0406 0.0619
Si 1.9336 1.3673 38.1407 0.0082 -0.0482 0.0412
Si 5.8008 1.3673 38.1407 0.0007 -0.0401 0.1688
Si 9.6679 1.3673 38.1407 -0.0783 -0.0898 -0.0648
Si 0 5.469 38.1407 0.0145 0.0326 0.1223
Si 3.8672 5.469 38.1407 -0.0355 0.0463 -0.0695
Si 7.7343 5.469 38.1407 -0.0341 -0.0565 -0.2518
Si 1.9336 6.8362 38.1407 -0.0641 -0.0441 0.1361
Si 5.8008 6.8362 38.1407 0.0735 -0.0076 -0.1517
Si 9.6679 6.8362 38.1407 -0.0105 -0.0445 0.0118
Si 1.9634 2.7774 6.7211 -0.0031 -0.0035 -0.0052
Si 5.8477 2.7307 6.7742 0.0011 -0.0017 -0.0034
Si 9.6933 2.7197 6.7955 -0.0002 -0.0038 -0.0017
Si 0.0086 4.1108 6.7673 0.0005 -0.0013 -0.0032
Si 3.9135 4.1018 6.7716 0.0034 0.001 0
Si 7.7835 4.1043 6.7538 0 0.0048 0.0016
Si 1.9414 8.207 6.7406 -0.0007 -0.0009 -0.0045
Si 5.7983 8.2014 6.772 0.0052 -0.0068 0.0043
Si 9.6611 8.2006 6.7978 -0.0066 -0.0029 -0.0002
Si -0.0094 9.545 6.726 -0.0022 0.0056 -0.0053
Si 3.8688 9.5706 6.7606 -0.0002 0.0059 -0.0131
Si 7.7387 9.5791 6.8147 -0.0057 0.0045 -0.011
Si 0.0303 0.0076 8.5995 -0.0043 -0.0078 0.0028
Si 3.8662 0.0128 8.6779 -0.0056 -0.0042 0.007
Si 7.7728 -0.0232 8.8035 0.0097 0.0057 -0.0104
Si 1.928 1.3911 8.6013 0.0035 0.0129 -0.0001
Si 5.8214 1.3222 8.6819 0.0009 0.004 0.0002
Si 9.6961 1.3584 8.7614 -0.0013 -0.0042 -0.0092
Si 0.009 5.515 8.6775 -0.0161 0.0068 0.0046
Si 3.8701 5.4194 8.7443 0.0043 0.0092 -0.0058
Si 7.7908 5.5112 8.6578 -0.0176 0.0049 -0.0055
Si 1.9713 6.8137 8.6386 0.0055 -0.006 -0.0032
Si 5.827 6.8106 8.6921 0.0061 -0.0054 -0.0102
Si 9.7335 6.9316 8.8178 0.0105 -0.0175 -0.0095
Si 1.7252 2.6396 10.5925 0.0287 0.007 0.0005
Si 5.7569 2.6944 10.5837 -0.0181 0.0004 0.0145
Si 9.6513 2.7803 10.6906 -0.0108 0.0206 0.0172
Si -0.0506 4.2008 10.623 -0.0328 -0.0006 0.0036
Si 3.7558 3.9585 10.6574 -0.0116 0.0013 0.0194
Si 7.693 4.0701 10.5039 0.0306 0.0036 0.0029
Si 2.0778 8.2184 10.5016 0.002 0.0079 0.0103
Si 5.9391 8.1807 10.6047 -0.0149 -0.0065 0.0185
Si 9.9057 8.3547 10.8058 -0.0014 -0.005 0.0294
Si 0.2829 9.7549 10.5962 -0.0022 -0.0047 -0.0059
Si 4.0037 9.5856 10.6062 0.0101 -0.013 -0.0123
Si 7.8911 9.5752 10.7982 -0.0036 -0.0135 0.0088
Si -0.1522 0.9373 13.7878 -0.0006 -0.0007 -0.0224
Si 3.4646 0.1378 12.4129 -0.0148 0.023 -0.0184
Si 7.9884 -0.0895 12.8596 0.0024 0.009 -0.0169
Si 1.2354 0.664 11.9074 0.0074 -0.0101 0.0147
Si 5.3809 1.5564 12.6164 -0.0035 -0.0096 -0.018
Si 9.4329 1.7965 12.8567 0.0078 0.0101 -0.0096
Si 0.094 5.5607 12.5847 0.0002 -0.006 -0.0102
Si 3.7598 5.3069 12.6061 -0.0283 -0.0218 -0.0232
Si 9.9685 7.125 12.8925 -0.0065 0.0024 -0.0062
Si 2.0172 6.8785 12.4467 0.0079 0.0024 -0.0066
Si 5.4643 7.0004 12.6178 0.0285 -0.0007 -0.0309
Si 8.0541 5.8304 13.202 -0.0098 -0.0271 -0.0243
O 6.7477 17.6535 13.6205 -0.0003 0.0044 0.0046
O 5.4415 2.7427 13.7765 -0.0132 0.0168 0.0043
O 1.0058 4.1458 16.3509 0.0066 0.0101 -0.0026
O 11.0477 10.5436 14.6954 -0.0174 -0.0212 0.0008
O 2.1512 7.9602 13.7335 0.005 0.0075 -0.0055
O 14.9263 -0.5548 13.9328 0.0029 -0.031 0.0295
O 7.6433 5.1331 11.7779 0.0154 0.0099 0.0198
O 3.4744 4.4101 14.0248 0.0049 -0.0168 0.0153
O 0.2127 4.4945 13.8454 0.0083 -0.005 -0.0073
O 8.4634 9.9741 14.1943 0.0084 -0.0097 0.0133
O -5.1678 11.3303 13.1241 0.012 -0.0125 -0.0055
O 10.258 8.0367 14.271 -0.0007 0.0233 -0.0039
O 4.209 17.6358 30.045 0.007 0.0171 -0.0043
O 11.2379 4.6609 28.2831 -0.0265 -0.0523 -0.0116
O 13.1664 -2.3163 24.3715 0.0096 0.0064 -0.008
O 0.4769 9.2625 29.138 0.0122 0.009 -0.0053
O 2.4816 8.9637 27.2616 0.0078 0.0239 0.0078
O 5.0988 2.0079 29.276 -0.011 0.003 0.0065
O 1.6395 2.4303 29.1929 -0.0131 -0.0358 -0.0236
O 10.4467 0.335 29.8215 -0.001 -0.0062 0.0049
O 7.5197 10.3668 29.0228 -0.0055 0.0231 0.0074
O 4.0502 11.2987 26.8821 -0.0115 0.0038 0.0129
O 3.7801 4.3299 28.9766 0.0384 -0.0337 -0.0587
O 8.553 5.6165 29.3291 0.014 0.0067 -0.0223
Si 10.3685 10.9314 20.6058 -0.0023 -0.0019 -0.0056
Si 7.3089 1.5421 16.8728 0.0176 0.0214 -0.007
Si -0.8405 16.8736 23.7445 -0.0004 0.0026 -0.0064
Si 11.622 8.7348 24.8404 0.0056 -0.0027 -0.0022
Si 11.9513 6.7023 19.6712 -0.0029 -0.0013 -0.0002
Si 6.7038 6.7802 21.3957 0.0032 0.0014 -0.0007
Si 8.6454 4.4037 25.3978 0.0054 0.0053 -0.0064
Si 4.3515 12.1786 16.8588 -0.0053 -0.0024 0.0035
Si 1.4392 9.4647 20.4832 -0.0008 -0.0016 0.0018
Si 2.76 -2.1971 23.2854 -0.009 0.0046 0.0004
Si 8.8318 3.2123 14.7001 0.0124 -0.0023 0.0148
Si 3.9311 12.8192 26.2376 0.0056 0.0133 -0.02
Si 8.9348 10.0439 17.8684 0.0132 -0.0039 -0.0055
Si 9.3779 10.2945 23.5092 0 -0.0055 -0.0067
Si 6.5743 9.5519 19.7345 0.006 0.0014 0.001
Si 3.4945 -2.1488 14.1683 -0.0052 0.012 0.0038
Si 10.3016 3.399 27.8424 0.0223 0.0206 -0.0039
Si 9.4608 5.7084 20.8404 0.0037 0.0009 0.0027
Si 4.4083 14.3026 14.8808 -0.0055 0.0075 -0.0047
Si 5.0677 3.4238 28.4974 0.0149 0.0183 0.0033
Si 7.4906 8.9427 28.2639 0.0012 -0.0345 -0.0189
Si 10.7278 3.0057 21.321 0.0016 -0.0005 -0.0029
Si 4.6406 4.9412 17.4817 0.0066 -0.0063 0.0042
Si 0.9248 8.6114 27.6782 -0.0239 -0.0341 0.0141
Si 1.3269 1.9634 27.6373 -0.0053 0.0271 -0.002
Si 3.5842 -1.0622 18.5328 0.0018 0.002 0.0041
Si 8.6851 13.1403 23.3905 0.0037 0.004 -0.0122
Si 15.1229 7.4816 16.8484 0.0144 0.0165 0.0137
Si 4.7956 0.2184 23.9194 -0.0071 0.0018 -0.0133
Si 18.1061 6.3582 24.3661 0.0006 0.0006 -0.004
Si 11.7077 3.5483 15.1567 -0.0267 0.0024 0.0169
Si 9.8347 9.4601 14.9642 0.0116 -0.016 0.0114
Si 18.5651 -1.7155 25.1298 0.0061 -0.0017 0.0048
Si 1.7179 5.286 17.2358 -0.0154 -0.0124 0.0086
Si 1.3968 -6.0559 22.0514 0.0025 0.0014 -0.0016
Si 5.7164 2.8526 18.9717 0.0063 -0.0043 -0.0002
Si 14.6002 10.4269 27.7633 0.0109 -0.0282 -0.0017
Si 4.2003 5.9278 22.7348 0.0027 -0.0001 -0.0022
Si 6.4054 12.1841 21.4164 -0.0038 -0.0064 -0.0011
O 7.105 2.4 18.2461 -0.0075 0.0026 0
O 8.9992 0.806 24.1489 -0.0023 0.0051 0.0035
O 8.5059 0.5042 17.164 -0.0074 0.0041 -0.0035
O 10.1533 3.4628 15.6467 0.0098 0.0047 -0.0122
O 5.1668 5.466 23.9985 -0.003 -0.0008 0.0046
O 0.6752 16.7728 18.3406 0.0014 0.0047 -0.0012
O -3.9717 9.2778 18.5061 -0.0095 -0.0006 0.0003
O 8.2418 4.6866 14.3415 -0.0012 0.0071 -0.0163
O 3.6591 2.0999 15.6343 0.0057 -0.0078 0.0011
O 4.8048 6.541 17.2293 -0.0178 0.0188 -0.02
O -0.0553 9.0422 26.4435 -0.0014 0.0068 -0.0062
O 5.5452 4.4629 18.7486 0.0032 0.0026 0.0014
O 5.1884 6.1269 21.4178 -0.0004 0.0026 -0.0008
O 7.6447 1.9637 22.1714 0.0046 0.0011 0.0061
O 9.4159 -0.5271 21.8585 0 0.0003 0.0042
O 1.5715 11.2777 27.73 0.0158 0.0095 0.0246
O 0.8113 8.2538 19.5871 0.0017 0.0008 -0.0032
O 5.7191 2.43 20.5294 0.0021 -0.0009 0.0019
O 12.3072 3.4704 21.5266 0.0005 0.0011 0.0001
O 5.8931 0.8168 16.4692 -0.0039 -0.0013 -0.0064
O 3.6055 7.3586 23.2395 -0.0021 0.0024 0.004
O 10.8451 7.3586 24.4979 0.0041 0 -0.0004
O 7.8628 5.9467 20.5817 -0.0009 0.0011 -0.0015
O 2.2482 -4.3667 16.3636 0.0022 -0.002 -0.0006
O 4.4442 13.0666 18.2335 0.0052 0.0067 0.0015
O 14.0152 2.4756 26.5165 -0.0031 -0.0119 0.0139
O 6.9652 10.9514 20.4949 -0.0037 0.0076 0.0033
O 14.6137 4.8483 22.3702 0.0007 0.0026 0.0025
O 9.0778 3.8113 26.8481 -0.0052 -0.0046 0.0026
O 4.9453 2.9887 26.9142 -0.0068 -0.0152 0.0013
O 20.5046 8.1514 28.5107 -0.0116 0.034 0.0009
O 3.0719 4.6283 17.874 -0.0002 0.0023 -0.0064
O -4.3724 17.6759 22.9449 -0.0011 0.0018 -0.0011
O 6.4454 4.2122 28.878 -0.0205 -0.0198 0.0001
O 10.0385 4.9478 24.7901 0.0023 0.0036 0.0027
O 6.1382 18.7531 25.006 -0.0012 -0.0013 0.004
O 3.6352 -0.9 23.7243 0.0052 0.0013 -0.0003
O 8.2542 9.254 24.1007 0.0044 0.0046 0.0021
O 7.7302 2.4673 15.6213 -0.0185 -0.021 0.0189
O 7.3999 9.3014 26.69 -0.004 0.0047 -0.0145
O 0.6514 5.355 23.4269 -0.0033 0.0007 0.0029
O -0.1964 2.3487 27.193 0.003 -0.0073 0.0144
O 4.2666 12.5318 24.6651 0.0051 -0.0129 -0.0031
O 0.5906 2.0298 14.7874 0.0182 0.0227 0.0086
O 5.1325 4.1882 16.0986 0.0002 0.0098 0.0102
O 5.0921 9.8137 19.1271 -0.0012 0.0003 -0.0028
O 10.8693 9.9215 24.0296 -0.0031 0.0037 0.0013
O 11.8556 10.4293 20.9806 -0.0014 0.0002 -0.001
O 9.8931 6.0715 22.3737 0.0027 -0.0021 0.0022
O 6.0187 -0.4417 24.7676 -0.0047 0.0038 0.0034
O 5.2967 -10.2692 22.4433 0.0082 0.005 0.0052
O 9.8839 4.1604 20.5206 0.0005 0.0005 0.0029
O 10.0827 13.7548 22.8102 -0.0055 -0.0034 0.0041
O 3.4827 -0.075 17.2337 0.0024 -0.0001 -0.001
O 9.6115 9.2333 16.5916 -0.0035 0.0054 0.0166
O 2.5005 10.3643 19.6357 -0.0003 -0.0016 -0.0032
O 12.7484 6.019 20.9153 0.0004 0.0002 -0.0016
O 8.0304 3.2204 24.464 -0.0008 -0.0038 0.0007
O 2.1898 -2.0438 21.7852 0.0021 -0.0036 0.0106
O 14.7471 8.3582 18.1521 0.0072 -0.0097 -0.0233
O 6.5947 -2.6459 20.7738 0.0008 0.0025 -0.0009
O 10.4997 12.5606 20.4945 0.0027 0.0002 0.001
O 10.3252 6.6862 19.8587 0.002 -0.0007 -0.002
O 3.6829 10.1362 29.2043 -0.0225 0.0157 -0.0029
O 7.4911 5.5697 25.4113 0.0011 -0.0001 0.0035
O 9.927 10.3386 19.1432 0.0022 0.0035 0.0085
O 17.8567 8.0365 28.8789 0.0065 0.0107 0.0002
O 4.7666 8.3308 13.2822 -0.0277 0.0341 0.0226
O 3.9131 -2.4133 15.697 -0.0099 -0.0127 0.0052
O 0.8428 6.9873 27.8411 0.0096 0.0268 -0.004
O 9.5353 2.7045 29.0991 0.0065 0.0046 -0.0035
O -2.2115 7.3664 31.055 -0.0051 -0.0262 -0.0106

Results
free energy: -178557.162 eV
free energy less fixed offsets of O -568.88, Si -635.61 eV per atom: -0.732 eV

The program warned: the cutoff lies below the one the program advises for these potential files; the exchange-correlation potential is rough where the density is thin.
